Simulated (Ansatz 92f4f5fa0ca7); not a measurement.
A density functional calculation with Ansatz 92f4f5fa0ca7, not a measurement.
Periodic cell of 215 atoms, Si131O82As2, from a study of silicon, its oxide and their interface. The atomic structure is a simulated model.

Settings: functional PBE; potential files Ansatz PAW; basis plane waves; wave-function cutoff 700 eV; density cutoff ratio 5; exchange-correlation grid ratio 1; k mesh 2 x 2 x 1, shifted by 0.5 0.5 0.5 of a step; self-consistency stop 5e-08 eV per atom in the density residual; occupations fixed; spin none; net charge 0.

Cell vectors (angstrom)
a	10.938	0	0
b	0	10.938	0
c	0	0	31.5432

Atoms and the computed forces on them: element, x, y, z (angstrom), force x, y, z (eV/angstrom)
Si	10.4274	0.5567	24.131	-0.0293	0.0403	0.0317
As	6.0101	10.5515	24.3176	-0.073	0.0042	0.0073
Si	2.118	3.275	24.0227	-0.0384	0.0318	0.0075
Si	8.7406	2.3085	24.2713	0.0236	-0.0345	-0.1077
Si	0.4771	5.1207	24.0722	0.0306	-0.0584	-0.1231
Si	5.12	5.9153	24.1975	-0.0153	0.0114	-0.0903
Si	3.4589	7.6779	24.1498	0.0279	-0.0566	-0.1004
As	7.8713	8.7191	23.6249	0.1234	-0.0575	-0.1306
Si	1.2796	1.4822	25.3722	0.0373	0.0553	-0.0651
Si	6.9509	1.4431	25.5585	0.0063	-0.0546	-0.0377
Si	4.0044	4.1425	25.2824	-0.0441	-0.0042	-0.0043
Si	9.6835	4.1431	25.408	-0.0085	-0.0154	-0.0179
Si	1.4963	6.8607	25.2959	0.0243	-0.0049	0.0439
Si	6.886	6.9527	25.363	-0.015	0.0917	-0.0776
Si	4.1451	9.5298	25.4783	0.0259	-0.0071	-0.0765
Si	9.4558	9.6502	25.2753	-0.0459	-0.0003	0.0416
Si	2.6941	0.0515	26.6579	0.0209	0.0285	0.051
Si	8.2336	-0.025	26.8777	0.0099	-0.0244	-0.0107
Si	0.0177	2.79	26.8725	0.0002	-0.0196	-0.022
Si	5.3979	2.7995	26.6861	-0.0319	-0.0224	0.0384
Si	2.7335	5.4819	26.789	0.0061	-0.025	-0.0168
Si	8.2034	5.4998	26.6683	0.046	0.0174	0.1037
Si	-0.0127	8.2335	26.5646	-0.0224	-0.003	0.0516
Si	5.5273	8.1915	26.8555	0.0177	-0.0123	-0.0236
Si	4.0911	1.3728	28.0709	0.0055	-0.0065	0.0122
Si	9.5828	1.397	28.1883	-0.0316	-0.0062	0.0124
Si	1.393	4.1391	28.1927	-0.0075	0.0101	-0.004
Si	6.8193	4.1322	28.0641	0.0403	0.0388	-0.0029
Si	4.0906	6.8388	28.1587	0.0284	0.0633	0.0011
Si	9.5981	6.8529	28.0347	0.018	0.0014	0.0128
Si	1.3334	9.5878	28.026	-0.0134	-0.0226	0.0295
Si	6.8516	9.563	28.2142	-0.0045	0.0382	0.0301
Si	0.0116	-0.0068	29.4916	0.0115	-0.0155	-0.0219
Si	5.453	0.0197	29.4929	-0.0296	0.0116	-0.0078
Si	2.7495	2.7282	29.497	0.0115	-0.022	-0.0158
Si	8.167	2.761	29.4883	0.0201	0.0237	-0.021
Si	-0.0138	5.4993	29.4905	-0.0273	0.0271	-0.0202
Si	5.4722	5.4728	29.4943	0.0022	-0.0259	-0.0235
Si	2.7011	8.2341	29.4696	-0.0176	-0.0387	-0.0416
Si	8.2426	8.1752	29.4965	0.022	-0.0108	-0.0315
Si	1.3673	1.3673	30.8594	0.1321	-0.0599	0.0355
Si	6.8362	1.3673	30.8594	-0.1521	0.0892	-0.0192
Si	4.1018	4.1018	30.8594	0.1391	-0.0768	0.0703
Si	9.5708	4.1018	30.8594	-0.1331	0.1405	-0.1502
Si	1.3673	6.8362	30.8594	-0.0783	0.2017	-0.077
Si	6.8362	6.8362	30.8594	0.1258	-0.0814	0.0391
Si	4.1018	9.5708	30.8594	-0.1537	0.1084	-0.1468
Si	9.5708	9.5708	30.8594	0.1242	-0.0658	0.0668
Si	2.7345	0	0.6835	0.0936	-0.1046	0.0318
Si	8.2035	0	0.6835	-0.175	0.0337	-0.0604
Si	0	2.7345	0.6835	-0.1566	0.134	-0.0438
Si	5.469	2.7345	0.6835	0.0839	-0.1049	0.0263
Si	2.7345	5.469	0.6835	-0.1513	0.1165	-0.0527
Si	8.2035	5.469	0.6835	0.0909	-0.1668	0.0705
Si	0	8.2035	0.6835	0.1746	-0.1065	0.045
Si	5.469	8.2035	0.6835	-0.0257	0.143	-0.0598
Si	4.1139	1.3516	2.0513	0.0272	-0.0232	0.0234
Si	9.542	1.3851	2.0395	-0.0218	0.0144	0.0173
Si	1.3305	4.135	2.0533	-0.0155	0.019	0.0244
Si	6.8536	4.0745	2.0519	0.0216	-0.0249	0.0198
Si	4.0804	6.861	2.0374	-0.0221	0.0214	0.0167
Si	9.5896	6.8177	2.0494	0.0217	-0.0139	0.0285
Si	1.3804	9.5577	2.0529	0.0238	-0.0217	0.023
Si	6.8276	9.5774	2.0633	-0.0199	0.0252	0.0287
Si	-0.0342	-0.0084	3.3429	-0.0054	0.005	0.0002
Si	5.4652	-0.0065	3.4818	0.0017	-0.0042	-0.0156
Si	2.7011	2.7272	3.3389	0.0016	0.0175	0.0133
Si	8.1906	2.7047	3.4879	-0.0034	-0.0014	-0.0057
Si	-0.0218	5.478	3.5088	-0.0008	-0.0044	0.0023
Si	5.4624	5.4765	3.3265	-0.0024	0.0002	0.0032
Si	2.7428	8.2099	3.4785	-0.0041	0.0045	-0.0073
Si	8.2231	8.1869	3.3775	0.0108	-0.0088	0.0158
Si	1.3039	1.3698	4.6729	-0.0046	0.0015	0.0244
Si	6.8459	1.3119	4.9037	0.008	-0.0062	-0.039
Si	4.0712	4.122	4.6378	0.0014	0.0026	0.0258
Si	9.5361	4.0728	4.8896	-0.0006	0.0029	-0.0807
Si	1.3612	6.8789	4.8854	0.0064	0.0047	-0.0745
Si	6.8398	6.806	4.6893	0.0104	0.0054	0.0202
Si	4.1125	9.5686	4.8902	0.011	-0.0002	-0.0378
Si	9.5813	9.5682	4.7383	0.0047	0.0033	0.0357
Si	2.6342	0.0514	6.1088	-0.0252	-0.0009	-0.015
Si	8.2406	-0.1219	6.2523	0.0068	-0.0236	-0.0123
Si	-0.009	2.6626	6.1833	0.0112	-0.0149	0.0055
Si	5.3889	2.7769	6.0654	-0.008	0.0171	-0.0103
Si	2.765	5.4447	6.1237	0.0131	-0.0124	0.0065
Si	8.1035	5.4456	6.1816	-0.0349	-0.0031	0.0046
Si	0.0085	8.3075	6.2296	-0.0011	0.0258	0.0112
Si	5.5779	8.1631	6.1579	0.0174	-0.0018	-0.0125
Si	3.4849	1.9604	7.1708	-0.0434	0.0439	0.0872
Si	10.036	0.845	7.4508	0.0255	-0.0254	0.0469
Si	1.782	3.6748	7.3303	0.0393	-0.0362	0.0542
Si	6.2177	4.5337	7.3812	-0.0537	0.0262	0.0569
Si	4.6495	6.3185	7.2525	0.0466	-0.0306	0.0505
Si	9.1839	7.1919	7.3215	-0.0172	0.0106	0.0573
Si	0.906	10.1714	7.5155	-0.0096	0.0473	0.0558
Si	7.4382	8.8995	7.479	0.0187	-0.0462	0.0702
O	4.5843	6.6073	8.8805	-0.0171	-0.0005	0.0093
O	1.4141	4.0057	8.9192	0.0059	0.0123	0.0035
O	9.7743	6.5434	8.7331	-0.0014	0.0093	0.0083
O	1.3247	10.139	9.145	-0.0054	-0.0115	-0.0079
O	6.0773	4.2316	9.0206	0.0111	0.011	-0.0097
O	3.7233	1.6778	8.7702	0.0047	-0.0078	-0.0273
O	7.1895	8.9997	9.1315	-0.0026	0.0085	-0.0282
O	9.6624	1.1123	9.0451	-0.0049	-0.0019	0.0107
O	8.2368	2.7659	22.7783	0.0003	-0.0061	0.0144
O	10.9305	5.6746	22.5746	-0.0183	-0.0247	0.148
O	5.3137	0.3093	22.7939	0.0353	0.0128	0.0189
O	5.476	5.4734	22.6353	-0.0056	-0.0068	0.0038
O	2.2578	2.8216	22.4336	0.0032	0.0379	0.0699
O	3.4974	7.9786	22.5154	0.0044	-0.0025	0.0534
O	9.2559	8.8221	22.2377	0.0619	-0.1311	-0.4675
O	-0.1068	11.3244	22.5403	0.0005	-0.0529	-0.0836
Si	2.2098	2.9578	12.8592	0.0084	0.007	-0.0058
Si	8.7241	1.358	10.3481	0.0027	0.0021	-0.0031
Si	1.1328	4.5507	15.305	0.0192	0.0052	-0.0043
Si	7.5702	5.6192	12.2012	0.004	-0.0094	-0.0007
Si	2.5454	8.2053	21.2144	-0.0074	0.0181	0.0087
Si	5.4535	7.8522	12.4455	-0.0035	-0.0004	-0.0037
Si	9.3631	0.4853	15.4773	-0.0004	0.0032	0.0026
Si	3.0482	0.0344	16.691	0.0101	-0.0101	0.0094
Si	10.538	1.1531	12.569	-0.0042	0.0148	-0.0191
Si	7.8292	2.8467	21.2181	0.0279	0.0546	0.0263
Si	9.1868	8.8184	14.4445	0.0036	-0.0061	-0.0042
Si	1.51	4.7777	10.3513	-0.0097	0.0094	-0.0083
Si	4.586	9.5069	19.1684	0.0383	-0.0243	0.0345
Si	11.2279	6.1044	21.0195	0.0412	-0.0543	0.055
Si	6.7074	10.5182	14.833	-0.0161	-0.0062	-0.0102
Si	5.4345	0.7809	21.2383	0.0702	-0.045	-0.0306
Si	2.3787	9.8269	10.3647	0.0153	-0.0011	-0.0042
Si	0.6092	10.6804	21.2263	0.0498	0.0765	0.075
Si	5.9477	5.3558	21.0896	-0.0012	0.0212	0.0121
Si	3.6634	7.1032	10.1026	0.0083	0.0119	-0.0184
Si	9.1048	5.7281	14.8348	-0.0151	-0.006	-0.0066
Si	3.6998	4.2427	19.0574	-0.0182	-0.0139	0.008
Si	10.1392	3.6555	19.3435	0.012	-0.0069	0.0267
Si	4.3379	8.7584	15.3374	0.0063	-0.018	0.0039
Si	0.5566	1.9627	17.1507	-0.0066	0.0264	0.0266
Si	6.975	7.6141	19.2387	-0.0306	-0.0215	0.0032
Si	5.3593	3.7295	16.7407	0.0107	-0.0086	-0.0041
Si	7.9013	5.0449	17.5548	-0.0008	-0.0036	0.0134
Si	6.6939	9.9754	10.3411	0.0105	0.0037	0.0016
Si	4.4176	1.08	10.0824	0.0054	0.0009	0.0027
Si	0.0121	9.0904	11.8861	0.0097	-0.0079	-0.0159
Si	9.5048	8.6798	20.6305	-0.1399	-0.0065	0.4571
Si	4.6499	1.7481	14.5931	0.0116	0.0104	-0.0055
Si	2.5886	2.1912	20.969	-0.0331	0.0093	-0.0788
Si	6.3603	3.3771	10.3791	-0.0277	-0.0049	-0.0007
Si	3.5092	6.0089	16.6725	-0.0087	-0.0016	0.0077
Si	9.9189	6.5314	10.3474	-0.0001	0.0043	-0.0143
O	0.1944	2.5993	18.6008	-0.004	-0.0082	-0.0539
O	3.0265	9.7404	15.5811	0.0156	0.0135	0.0163
O	11.0497	4.7354	20.1585	0.0022	-0.0595	-0.0257
O	7.6425	2.4878	9.95	-0.0029	-0.0276	0.0037
O	10.9591	5.3344	10.7953	-0.0081	0.0089	-0.0046
O	6.6372	6.8023	12.8374	0.0044	0.0024	-0.0066
O	10.3766	8.0519	10.7694	-0.0025	-0.0154	0.016
O	7.7411	9.5229	13.9699	0.0203	-0.0004	0.0429
O	8.4518	6.2169	10.9713	0.0199	0.0006	0.0176
O	5.3777	10.4459	20.236	-0.0187	0.0299	-0.0078
O	2.2207	3.7238	11.3991	-0.0085	0	-0.0018
O	8.18	8.6442	19.6463	0.1314	-0.0416	0.1738
O	6.4488	6.8225	20.5797	0.0069	0.0043	-0.0465
O	5.589	2.8382	15.3887	0.0023	-0.015	-0.0017
O	1.5534	0.9557	20.6185	-0.0001	0.0025	0.0016
O	6.0738	9.1174	11.5905	-0.0008	-0.0174	0.0015
O	4.7635	5.1217	16.1273	-0.0219	-0.0026	0.0343
O	6.6997	3.9475	17.6489	0.0036	0.0135	-0.0045
O	10.5469	10.6619	11.7758	0.0029	0.0001	0.0214
O	5.6775	0.5853	13.9934	-0.005	0.0101	0.0419
O	8.1489	5.0972	15.9608	0.0288	0.0137	-0.0139
O	9.8074	9.8406	15.5667	-0.0201	0.0146	-0.0256
O	-0.3126	5.2386	15.0857	-0.0009	-0.0043	0.0046
O	1.7806	6.7855	20.9153	0.0493	-0.0016	-0.0002
O	1.6291	0.7091	17.1821	-0.0126	0.0103	-0.0063
O	6.7902	1.6313	20.8998	-0.0704	-0.0322	0.0028
O	1.1038	1.7464	12.7816	-0.0017	0.0188	0.0049
O	3.2275	5.6089	18.2504	0.0147	-0.0148	-0.0548
O	9.611	2.0322	11.5542	0.007	-0.0117	0.012
O	1.0886	3.1969	16.2177	-0.0137	-0.0119	0.0065
O	8.5969	5.1752	13.3875	-0.0005	0.0193	0.0104
O	10.3344	8.5868	13.3012	-0.0028	0.0122	0.0051
O	1.5591	9.4248	21.6635	0.0772	-0.044	0.0135
O	10.4467	10.0032	20.1984	-0.1595	-0.133	0.0606
O	3.2309	0.2209	10.851	-0.0037	-0.0291	-0.0129
O	5.1275	2.3661	10.8302	0.036	0.0094	-0.0106
O	1.7338	4.1291	13.865	-0.0055	-0.0283	0.0239
O	7.9344	10.9299	10.8279	0.0006	0.0086	-0.0143
O	9.2367	4.4954	18.2847	-0.0257	0.0024	-0.0102
O	5.7297	9.5611	15.7496	-0.004	0.0114	-0.0328
O	5.5665	0.0053	9.6742	-0.0128	0.0036	0.0358
O	3.6532	2.3405	13.4086	-0.0181	-0.0031	0.021
O	2.1072	5.7055	15.9042	0.0104	-0.0288	0.0067
O	9.7947	1.0643	14.0096	-0.0017	-0.02	0.0122
O	4.4268	6.9959	11.5229	0.0071	0.0201	-0.0035
O	4.7463	4.7678	20.1794	0.0148	0.0011	0.0196
O	10.0758	1.3741	16.6072	0.0145	-0.0042	-0.0189
O	6.6722	4.3668	11.646	0.0142	0.0108	-0.0016
O	5.7305	8.4756	18.6085	-0.0068	-0.0008	0.011
O	9.1788	2.7508	20.3119	-0.0099	0.0134	-0.0126
O	3.7583	1.2167	15.8419	-0.0064	-0.0269	-0.0175
O	4.2969	3.2211	17.8995	-0.01	0.0302	0.011
O	10.2172	7.2082	20.4054	-0.2427	0.3495	-0.128
O	3.3637	8.673	9.7754	-0.0167	0.0008	0.0272
O	3.9975	7.5266	16.3501	-0.0047	-0.0161	-0.0149
O	7.7311	0.5369	15.6925	0.0165	-0.0165	-0.0218
O	8.9386	7.3388	15.0295	0.0061	-0.0041	-0.0087
O	4.1287	1.6927	20.9657	0.0101	0.0112	-0.0291
O	1.6389	9.1593	11.6786	-0.0001	0.0032	-0.0137
O	2.3533	6.1605	10.1879	0.0078	-0.012	0
O	7.4692	6.5065	18.1391	-0.008	-0.0134	0.0176
O	7.1938	4.3195	20.9529	0.0196	-0.017	-0.001
O	4.6014	8.3249	13.7701	0.0098	-0.0041	0.0095
O	3.417	8.6362	19.9126	-0.0028	0.0008	0.0067
O	2.55	3.3851	19.8406	0.0133	-0.0152	0.007
O	3.8776	10.4211	18.0015	-0.0244	0.0141	-0.0273

Results
free energy: -139640.765 eV
free energy less fixed offsets of As -4857.07, O -569.03, Si -635.61 eV per atom: -1.255 eV

The program warned: the cutoff lies below the one the program advises for these potential files; the exchange-correlation potential is rough where the density is thin.
